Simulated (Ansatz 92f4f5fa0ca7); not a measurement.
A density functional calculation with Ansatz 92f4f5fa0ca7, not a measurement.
Periodic cell of 280 atoms, Si216O64, from a study of silicon, its oxide and their interface. The atomic structure is a simulated model.

Settings: functional r2SCAN; potential files Ansatz norm-conserving; basis plane waves; wave-function cutoff 1300 eV; density cutoff ratio 4; exchange-correlation grid ratio 1; k mesh 2 x 2 x 1, shifted by 0.5 0.5 0.5 of a step; self-consistency stop 5e-08 eV per atom in the density residual; occupations Fermi-Dirac, 0.05 eV; spin none; net charge 0.

Cell vectors (angstrom)
a, 10.888, 0, 0
b, 0, 10.888, 0
c, 0.6682, 0.0007, 43.3869

Atoms: element, x, y, z (angstrom)
Si, 0.225, -0.4491, 0.0176
Si, 2.8502, 2.6111, 0.0695
Si, -0.4825, 5.8146, 0.1121
Si, 4.1392, 9.7049, 1.3896
Si, 5.1421, 0.4418, -0.0656
Si, 7.9892, 2.9221, 0.2007
Si, 5.4727, 4.7409, -0.2832
Si, 8.7562, 7.6056, 0.1233
Si, 1.2406, 1.3536, 1.2071
Si, 4.0968, 3.9803, 1.4547
Si, 1.3826, 6.7836, 1.2546
Si, 2.6563, 8.4629, 0.1502
Si, 6.7745, 1.3481, 1.3972
Si, 9.4712, 4.1699, 1.4927
Si, 6.8711, 6.8807, 1.3029
Si, 9.5978, 9.3798, 1.4185
Si, -0.0145, 2.7194, 2.6754
Si, 2.6669, 0.0956, 2.7048
Si, 0.0694, 8.0756, 2.7872
Si, 2.7366, 5.4543, 2.6584
Si, 5.4498, 2.6698, 2.8318
Si, 8.1757, -0.0652, 2.6648
Si, 5.5003, 8.251, 2.6625
Si, 8.0483, 5.4514, 2.8138
Si, 1.3787, 4.074, 4.0369
Si, 4.0346, 1.3594, 4.1411
Si, 1.3841, 9.5332, 4.0819
Si, 4.1009, 6.8492, 4.0033
Si, 6.7702, 4.0635, 4.1738
Si, 9.5174, 1.3433, 4.0314
Si, 6.8337, 9.5314, 4.0977
Si, 9.5035, 6.7838, 4.1174
Si, -0.0082, -0.0011, 5.4215
Si, 2.705, 2.7504, 5.4676
Si, -0.0021, 5.4047, 5.4297
Si, 2.7523, 8.1724, 5.4254
Si, 5.4328, -0.016, 5.4484
Si, 8.1758, 2.6903, 5.4511
Si, 5.4032, 5.475, 5.4453
Si, 8.1745, 8.1739, 5.4684
Si, 1.3428, 1.3633, 6.7991
Si, 4.0611, 4.1125, 6.8204
Si, 1.3645, 6.7987, 6.7697
Si, 4.0956, 9.5085, 6.8194
Si, 6.7963, 1.3489, 6.8072
Si, 9.5377, 4.0541, 6.8098
Si, 6.7958, 6.8082, 6.8068
Si, 9.5291, 9.5421, 6.8128
Si, -0.0099, 2.7117, 24.4976
Si, 2.7125, -0.0055, 24.4953
Si, -0.017, 8.1694, 24.5088
Si, 2.751, 5.4519, 24.4592
Si, 5.45, 2.7282, 24.5258
Si, 8.1644, 0.0028, 24.4924
Si, 5.4707, 8.17, 24.5025
Si, 8.163, 5.4417, 24.4997
Si, 1.3839, 4.0968, 25.7926
Si, 4.1004, 1.3213, 25.8605
Si, 1.3212, 9.5546, 25.8648
Si, 4.1372, 6.7673, 25.8399
Si, 6.8117, 4.107, 25.8937
Si, 9.4953, 1.3637, 25.8719
Si, 6.814, 9.5498, 25.8763
Si, 9.5096, 6.7983, 25.8715
Si, -0.0665, 0.0144, 27.2658
Si, 2.7287, 2.7247, 27.1318
Si, 0.025, 5.4229, 27.17
Si, 2.7657, 8.1739, 27.0943
Si, 5.4815, 0.0156, 27.2847
Si, 8.1487, 2.7284, 27.2541
Si, 5.4745, 5.448, 27.308
Si, 8.1399, 8.1652, 27.2383
Si, 1.3245, 1.4677, 28.5072
Si, 4.1103, 3.9631, 28.5583
Si, 1.4427, 6.8101, 28.4185
Si, 4.0803, 9.4636, 28.5322
Si, 6.7946, 1.4298, 28.7126
Si, 9.5768, 4.06, 28.558
Si, 6.7975, 6.8841, 28.7042
Si, 9.4295, 9.5227, 28.647
Si, -0.0071, 2.7024, 30.0223
Si, 2.7259, 0.0702, 29.7016
Si, 0.1442, 8.1859, 29.7703
Si, 2.7238, 5.3621, 29.7399
Si, 5.2901, 2.6451, 30.1573
Si, 8.0166, -0.0218, 30.1069
Si, 5.3193, 8.1935, 30.1143
Si, 8.3406, 5.5327, 29.9005
Si, 1.2495, 4.3275, 31.2251
Si, 4.1063, 0.9767, 31.3311
Si, 1.2747, 9.7904, 31.0094
Si, 4.134, 6.4218, 31.2318
Si, 6.2387, 4.1106, 31.7358
Si, 9.8067, 0.9827, 31.2996
Si, 6.0162, 10.1395, 31.3473
Si, 10.0256, 6.628, 31.1062
Si, 4.042, 7.4756, 40.8467
Si, -8.5862, 29.2425, 37.377
Si, 2.4169, 26.4321, 38.6731
Si, -3.9329, 30.8844, 34.1968
Si, 16.7858, 5.3606, 36.3568
Si, 14.7253, 4.5539, 41.1484
Si, 9.3624, 21.1409, 35.7803
Si, 7.8398, 14.9743, 34.2584
Si, -32.4561, 29.5617, 35.2751
Si, -7.3388, 3.1806, 36.4345
Si, 8.7738, 39.5078, 33.7104
Si, -1.5945, -24.9041, 40.3838
Si, -3.7627, -11.6906, 37.9432
Si, -1.687, -8.5742, 40.7498
Si, -11.0424, -0.3082, 40.4571
Si, 2.2843, -8.3498, 33.5309
Si, 17.4239, 7.2577, 38.8161
Si, -11.7335, -8.999, 34.2027
Si, -11.0303, 26.7765, 40.4751
Si, -8.446, 20.546, 39.1864
Si, 4.6223, 7.9992, 35.4788
Si, 4.694, 0.7616, 38.1551
Si, 24.2622, 29.8596, 33.2167
Si, 28.4168, 11.6823, 40.369
O, -0.2571, -12.5328, 35.8064
O, -6.119, 4.2282, 36.5261
O, 11.0628, -16.2925, 31.679
O, -20.1302, 8.7067, 38.1566
O, 1.1751, 7.0173, 36.3149
O, 3.1213, 19.5193, 40.2244
O, -6.8615, 1.8378, 37.1775
O, -3.5335, 18.4631, 33.889
O, 19.8446, 7.8738, 41.961
O, 6.3615, -15.7786, 37.7912
O, -5.54, 18.1269, 39.9237
O, 6.5738, 17.1451, 43.4931
O, 0.7526, 2.1166, 33.9412
O, 9.7294, 17.8648, 35.0064
O, -0.9108, 9.1985, 39.9974
O, -7.6734, 1.4667, 32.6813
O, -11.8383, 0.8143, 35.4023
O, -3.5466, -0.3775, 39.4929
O, 14.5907, 8.0463, 36.798
O, -5.5104, -6.2307, 41.6608
O, 2.1559, 9.4799, 42.9669
O, 3.0643, 14.426, 42.1644
O, -1.5234, 12.3251, 32.7984
O, -6.2531, 12.411, 42.9461
O, -12.1411, 25.5911, 40.2982
O, 37.9404, 1.2618, 39.6045
O, 13.9228, 17.7153, 32.3746
O, -13.2486, 5.2946, 33.453
O, -15.9478, 9.0733, 35.3529
O, -4.4759, 21.8948, 41.8328
O, 16.1107, 5.3886, 31.9149
O, 7.1546, -6.2309, 35.6126
O, 7.9508, -3.5354, 39.586
O, -2.3469, 10.2233, 37.1748
O, 11.9493, 18.7109, 33.9084
O, 0.3555, 37.7781, 42.0159
O, 5.2475, 6.5101, 35.4133
O, 6.3609, 20.724, 32.9071
O, 0.0868, 10.7531, 31.5886
O, 24.8482, -7.9812, 34.9063
O, 13.5827, 17.0938, 38.2934
O, 18.4818, 4.5703, 30.9963
O, 3.6299, 4.076, 39.6084
O, 23.1149, 21.5092, 39.8406
O, 3.6429, -2.4795, 34.2697
O, 7.5113, 3.8921, 42.925
O, 21.7869, 10.6502, 42.0621
O, -8.564, 14.6841, 37.307
O, -7.3121, 10.5337, 38.4673
O, -4.1937, 3.53, 33.2149
O, -8.806, 3.8189, 32.5445
O, 9.4647, 7.4647, 32.3945
O, 13.137, 9.3386, 32.2409
O, 9.0654, 13.9954, 34.6616
O, -1.4305, 23.9945, 42.3518
O, 20.8841, 1.0808, 40.0389
O, -0.6171, -4.3908, 40.0678
O, 5.9825, 11.0692, 37.3498
O, -13.4732, -1.0291, 34.6296
O, 6.516, 19.4776, 37.9042
O, 15.2403, 18.8917, 42.3458
O, -3.2653, -8.8079, 40.4541
O, 22.8268, -6.338, 39.5009
O, 3.2472, 27.8517, 41.1275
Si, -0.0016, 2.7097, 8.1842
Si, 2.7191, -0.0008, 8.1521
Si, 0.0086, 8.1628, 8.1471
Si, 2.7023, 5.4595, 8.1775
Si, 5.4393, 2.7319, 8.1554
Si, 8.1593, -0.0007, 8.1768
Si, 5.4486, 8.1593, 8.1866
Si, 8.1666, 5.434, 8.1512
Si, 1.3552, 4.0834, 9.5345
Si, 4.0792, 1.3639, 9.5156
Si, 1.3623, 9.5241, 9.5181
Si, 4.0768, 6.8049, 9.5378
Si, 6.8046, 4.0827, 9.522
Si, 9.5196, 1.357, 9.5391
Si, 6.8057, 9.5253, 9.5395
Si, 9.5286, 6.8029, 9.5103
Si, 0, -0.0077, 10.8867
Si, 2.7225, 2.7208, 10.8867
Si, -0.0074, 5.4463, 10.8877
Si, 2.7187, 8.1709, 10.8918
Si, 5.4384, 0.0047, 10.8865
Si, 8.1602, 2.7241, 10.8917
Si, 5.4431, 5.4399, 10.8879
Si, 8.1717, 8.1595, 10.8859
Si, 1.3598, 1.3586, 12.2458
Si, 4.0833, 4.0797, 12.2498
Si, 1.3576, 6.8058, 12.2486
Si, 4.0807, 9.5308, 12.2506
Si, 6.8006, 1.3617, 12.2506
Si, 9.5229, 4.0849, 12.2507
Si, 6.8056, 6.8028, 12.2467
Si, 9.5284, 9.5217, 12.2497
Si, -0.0007, 2.7214, 13.6068
Si, 2.7199, 0.0015, 13.6122
Si, -0.0002, 8.1647, 13.614
Si, 2.7215, 5.4438, 13.6069
Si, 5.4426, 2.7216, 13.6142
Si, 8.1656, -0.0016, 13.6067
Si, 5.4447, 8.1666, 13.6066
Si, 8.1636, 5.4443, 13.613
Si, 1.3612, 4.0824, 14.9681
Si, 4.0815, 1.3607, 14.9737
Si, 1.3604, 9.5275, 14.9733
Si, 4.0838, 6.8046, 14.968
Si, 6.804, 4.0833, 14.974
Si, 9.5266, 1.3602, 14.9684
Si, 6.8053, 9.5267, 14.9692
Si, 9.5261, 6.8044, 14.9735
Si, -0.0013, 0.0013, 16.3333
Si, 2.7211, 2.7234, 16.3323
Si, 0.0018, 5.4428, 16.3309
Si, 2.7241, 8.1656, 16.3302
Si, 5.4451, -0.0007, 16.3316
Si, 8.1672, 2.7212, 16.3313
Si, 5.4435, 5.4455, 16.3338
Si, 8.1655, 8.1672, 16.3326
Si, 1.3603, 1.3634, 17.6937
Si, 4.083, 4.0826, 17.6939
Si, 1.3638, 6.8044, 17.6909
Si, 4.0847, 9.5255, 17.692
Si, 6.8061, 1.3609, 17.6925
Si, 9.5298, 4.0817, 17.6916
Si, 6.8053, 6.8073, 17.6947
Si, 9.526, 9.5277, 17.6945
Si, 0.0007, 2.7235, 19.0577
Si, 2.724, 0.0009, 19.0498
Si, 0.0036, 8.1661, 19.051
Si, 2.7231, 5.4442, 19.0544
Si, 5.4453, 2.7215, 19.0543
Si, 8.1649, 0.0009, 19.0563
Si, 5.4445, 8.1679, 19.0577
Si, 8.1708, 5.4451, 19.0503
Si, 1.3622, 4.0867, 20.4184
Si, 4.0843, 1.3573, 20.4144
Si, 1.3636, 9.5294, 20.4102
Si, 4.0848, 6.8025, 20.4165
Si, 6.8105, 4.0847, 20.4097
Si, 9.5273, 1.3609, 20.4171
Si, 6.8021, 9.532, 20.4205
Si, 9.5333, 6.8044, 20.4124
Si, 0.0032, -0.0017, 21.775
Si, 2.7245, 2.7204, 21.7716
Si, 0.0029, 5.4475, 21.784
Si, 2.7225, 8.1686, 21.7707
Si, 5.4394, 0.0024, 21.7893
Si, 8.165, 2.7236, 21.7749
Si, 5.4546, 5.4449, 21.7741
Si, 8.1726, 8.168, 21.7677
Si, 1.3616, 1.3624, 23.134
Si, 4.1001, 4.0705, 23.126
Si, 1.3618, 6.8213, 23.1397
Si, 4.0797, 9.5146, 23.1456
Si, 6.8034, 1.3718, 23.1448
Si, 9.5255, 4.0811, 23.1384
Si, 6.8183, 6.8103, 23.1319
Si, 9.5252, 9.5283, 23.1339

Results
free energy: -55244.755 eV
free energy less fixed offsets of O -463.61, Si -117.95 eV per atom: -96.515 eV
pressure: -0.13 GPa
stress xx, yy, zz, yz, xz, xy (GPa, positive in tension): 0.51, -0.12, -0.01, 0.01, 0, -0.37

Forces (eV/angstrom), in the order of the atoms: element, x, y, z
Si, 0.0497, 0.0094, 0.1179
Si, 0.0275, -0.0068, 0.059
Si, 0.0034, 0.0448, 0.0933
Si, 0.0114, 0.0075, 0.0153
Si, -0.023, -0.0023, 0.1077
Si, -0.0122, 0.0093, 0.117
Si, 0.0298, 0.0418, 0.1032
Si, 0.0106, -0.0503, 0.1106
Si, 0.0017, -0.0084, 0.0325
Si, 0.0469, 0.0135, 0.0272
Si, -0.0525, -0.0328, 0.0022
Si, -0.0057, 0.0429, 0.0952
Si, 0.0205, -0.0157, -0.0161
Si, -0.0059, 0.0206, -0.02
Si, -0.0138, 0.0607, 0.0563
Si, -0.0154, -0.0409, -0.0348
Si, 0.0099, -0.0166, 0.0058
Si, 0.0116, -0.0023, 0.0045
Si, -0.0232, -0.0228, -0.0119
Si, 0.0218, 0.0291, 0.0178
Si, 0.006, -0.0056, 0.0065
Si, 0.033, 0.0106, 0.0082
Si, -0.0374, -0.0423, -0.0096
Si, -0.0267, 0.0372, -0.0276
Si, -0.0064, 0.0084, -0.0211
Si, 0.0059, 0.0126, 0.0049
Si, 0.009, 0.0201, -0.0106
Si, 0.0186, -0.0074, 0.0034
Si, -0.0154, -0.0281, 0.0163
Si, -0.0135, -0.0117, 0.0078
Si, -0.014, -0.0055, -0.0093
Si, 0.0316, 0.0023, 0.0218
Si, -0.0207, 0.0105, -0.0012
Si, -0.0115, -0.0076, 0.0121
Si, -0.0107, 0.0112, -0.0024
Si, -0.0006, -0.0169, -0.0103
Si, 0.0121, -0.0105, 0.0139
Si, 0.0049, -0.0139, 0.0091
Si, 0.004, 0.0214, -0.0028
Si, 0.0133, -0.0099, 0.0095
Si, 0.0253, -0.0017, -0.002
Si, 0.0001, 0.0038, 0.0027
Si, -0.0148, 0.022, 0.0005
Si, -0.0072, 0.0162, -0.0087
Si, 0.0043, 0.0101, -0.0009
Si, 0.0004, -0.0071, -0.0087
Si, 0.0076, -0.0093, 0.0017
Si, 0.0098, -0.0159, 0.0001
Si, 0.0023, 0.0078, 0.0051
Si, 0.0087, -0.0014, 0.0107
Si, 0.0025, -0.001, 0.0004
Si, -0.014, 0.0109, 0.0057
Si, 0.002, -0.0052, 0
Si, 0.0106, -0.0018, 0.0011
Si, -0.0135, -0.0089, 0.0013
Si, 0.004, 0.0089, 0.0013
Si, 0.0055, 0.0132, -0.0013
Si, -0.0102, -0.0135, -0.013
Si, -0.0121, 0.0153, 0.0007
Si, 0.0258, 0.0104, 0.0052
Si, -0.0101, -0.0019, 0.007
Si, 0.0084, -0.0181, -0.0072
Si, -0.0099, 0.0039, -0.0116
Si, -0.0004, 0.0054, 0.0031
Si, -0.0037, -0.0008, 0.0122
Si, 0.0126, -0.0035, -0.0032
Si, 0.0153, -0.0105, -0.0107
Si, -0.016, -0.0128, -0.0114
Si, 0.0006, -0.0048, 0.0078
Si, -0.0123, 0.0082, 0.0036
Si, -0.0156, 0.0126, -0.0102
Si, -0.0004, -0.0112, 0.0064
Si, 0.008, -0.0224, -0.0235
Si, -0.004, 0.0208, -0.0206
Si, 0.0032, 0.0157, 0.0064
Si, -0.0096, 0.0059, -0.0211
Si, -0.0203, -0.0011, -0.0073
Si, -0.0077, 0.033, 0.0029
Si, 0.0012, -0.0223, 0.0122
Si, 0.0216, 0.0142, -0.0048
Si, 0.0223, -0.0227, 0.0139
Si, 0.0271, 0.0044, 0.0365
Si, 0.0082, -0.0084, 0.0002
Si, 0.0019, 0.0049, -0.0157
Si, -0.0446, -0.0761, -0.03
Si, -0.0254, -0.0079, 0.03
Si, 0.0233, 0.0307, 0.0248
Si, 0.0264, 0.011, 0.0028
Si, -0.0192, -0.0216, -0.0564
Si, 0.0253, 0.0253, -0.0028
Si, -0.0065, 0.0262, -0.0737
Si, 0.0089, -0.0131, -0.0609
Si, -0.0296, -0.002, 0.0282
Si, 0.0082, -0.0175, -0.0618
Si, -0.0193, 0.0445, -0.163
Si, -0.0005, 0.0003, -0.1068
Si, 0.0337, 0.0184, 0.0983
Si, 0.028, -0.0038, 0.0164
Si, -0.004, -0.0322, 0.0157
Si, -0.024, -0.0006, -0.057
Si, -0.0223, 0.0036, -0.026
Si, -0.0014, -0.0518, 0.1231
Si, -0.013, -0.0128, -0.0277
Si, -0.073, 0.0045, -0.0706
Si, 0.0053, -0.0124, -0.0737
Si, -0.0209, -0.0026, -0.0536
Si, 0.0051, -0.0177, -0.0533
Si, -0.0035, -0.0076, 0.1284
Si, -0.0068, 0.0325, 0.017
Si, 0.0071, -0.0041, 0.0953
Si, 0.0082, -0.0004, 0.1068
Si, 0.0343, -0.0175, -0.1346
Si, -0.02, -0.0249, 0.0368
Si, -0.0091, 0.0184, -0.1392
Si, 0.015, -0.0112, 0.0932
Si, 0.0058, 0.0058, 0.0351
Si, -0.0064, -0.0063, -0.0321
Si, -0.0057, 0.0275, 0.0205
Si, 0.0014, -0.0104, -0.1046
Si, -0.022, 0.0091, 0.0835
O, 0.0181, 0.0113, 0.0213
O, 0.002, 0.0019, 0.0142
O, 0.0183, -0.0225, 0.0657
O, 0.0087, 0.0035, -0.0004
O, -0.0092, -0.0115, 0.0108
O, -0.0244, 0.0114, -0.056
O, 0.0085, -0.0174, 0.0226
O, -0.0132, 0.0122, 0.0323
O, 0.0177, 0.0048, -0.204
O, 0.0115, 0.0016, 0.0062
O, 0.0137, 0.0053, -0.0367
O, 0.012, -0.028, -0.053
O, 0.0039, -0.0008, 0.0365
O, -0.0128, 0.0219, 0.0264
O, -0.0081, 0.0127, -0.0456
O, -0.0724, 0.0584, 0.0943
O, 0.0024, -0.022, 0.0423
O, 0.0316, -0.0263, -0.0347
O, -0.0147, 0.0053, 0.009
O, 0.0141, 0.0381, -0.0732
O, -0.0095, -0.0354, -0.0313
O, -0.0435, 0.0384, -0.1113
O, -0.0141, 0.0004, 0.0883
O, -0.0086, -0.0133, -0.0674
O, -0.0027, -0.0096, -0.0294
O, -0.0142, 0.0024, -0.0248
O, -0.0272, 0.0285, 0.0697
O, 0.013, 0.015, 0.0205
O, -0.0007, -0.0026, 0.0251
O, 0.0047, -0.0003, -0.1108
O, 0.0559, -0.0057, 0.0132
O, 0.0137, 0.0032, 0.0299
O, -0.0129, -0.0066, -0.0274
O, -0.0039, -0.0082, 0.0052
O, -0.0174, -0.0023, 0.0397
O, -0.008, -0.0289, -0.1564
O, 0.0025, -0.0005, 0.0049
O, 0.0137, -0.0152, 0.1191
O, -0.03, 0.0065, 0.0244
O, 0.0268, 0.004, 0.0714
O, 0.0068, 0.0207, -0.018
O, -0.0435, -0.0273, -0.0333
O, -0.0173, 0.0174, -0.0177
O, 0.0146, -0.0096, -0.0244
O, 0.0115, -0.0079, 0.042
O, 0.0078, 0.0507, -0.0415
O, -0.0381, -0.0159, -0.1135
O, 0.0134, 0.0099, 0.0104
O, 0.0069, 0.0019, -0.0031
O, 0.0273, -0.0147, 0.0432
O, 0.0174, -0.018, 0.0612
O, -0.019, 0.0301, 0.08
O, 0.0541, -0.0269, 0.0534
O, 0.0254, -0.0251, 0.0192
O, 0.0081, -0.0032, -0.1246
O, 0.0071, -0.0008, -0.0302
O, 0.0031, 0.031, -0.0204
O, 0.0019, -0.0132, -0.0053
O, 0.0166, 0.0234, 0.0136
O, -0.0041, -0.0056, -0.0001
O, -0.017, -0.0319, -0.133
O, 0.0038, -0.0087, -0.0343
O, 0.0068, -0.0096, -0.0183
O, -0.0066, 0.024, -0.0352
Si, -0.0109, -0.0045, 0.0002
Si, -0.001, -0.0025, 0.0017
Si, -0.001, 0.0014, -0.0001
Si, 0.0145, -0.0132, -0.0031
Si, 0.0032, 0.0017, -0.0023
Si, -0.0075, 0.0046, -0.0042
Si, 0.0018, -0.0051, -0.0021
Si, -0.0079, 0.0067, -0.0006
Si, -0.0046, 0.0033, 0.0007
Si, -0.0026, 0.0026, -0.002
Si, 0.0049, -0.0007, -0.0001
Si, -0.0016, 0.0057, 0.0044
Si, 0.0021, -0.0057, 0.0033
Si, -0.0011, 0.0029, 0.0047
Si, 0.0053, -0.0059, 0
Si, 0.002, -0.0043, -0.0011
Si, -0.0083, -0.0002, -0.0016
Si, 0.0032, 0.0056, -0.0018
Si, -0.0004, -0.0058, 0
Si, 0.0076, -0.0003, 0
Si, 0.0049, -0.0004, -0.0026
Si, 0.0045, -0.0016, 0.0025
Si, -0.0033, 0.0003, 0.0009
Si, -0.0041, 0.004, -0.0012
Si, 0.0027, -0.0023, -0.0002
Si, 0.0062, -0.0049, 0.0003
Si, -0.0027, 0.003, -0.0013
Si, -0.0041, 0.001, -0.0002
Si, -0.0017, 0.0049, 0.0009
Si, -0.0063, 0.0028, 0.0014
Si, 0.0032, -0.004, 0.001
Si, 0.0061, -0.0041, 0.0015
Si, -0.0006, 0.0019, -0.0009
Si, 0.0018, 0.002, -0.0009
Si, -0.0014, 0.0007, -0.0001
Si, 0.0001, -0.0012, -0.0004
Si, -0.0017, -0.0007, 0.0018
Si, -0.0019, 0.0005, -0.0008
Si, 0.0024, 0.0009, -0.0003
Si, -0.0002, -0.0007, 0.0005
Si, 0.002, 0, -0.0014
Si, -0.0004, 0.0019, 0.0007
Si, -0.0003, -0.0011, 0.0001
Si, -0.0011, 0.0016, -0.0009
Si, 0.001, -0.0001, 0.0007
Si, -0.0004, -0.0023, -0.0009
Si, 0.0012, -0.0004, 0.0011
Si, -0.001, -0.0012, 0.0008
Si, 0, 0.0017, 0.0001
Si, -0.0003, -0.0008, -0.0009
Si, 0, 0.0005, -0.0003
Si, 0.0005, -0.0015, -0.0012
Si, -0.0018, -0.0017, 0.0012
Si, -0.0004, 0.0023, 0.001
Si, -0.0003, -0.0014, 0.001
Si, 0.0006, 0.0011, 0.0001
Si, 0.0037, 0.001, -0.0014
Si, -0.0052, 0.0002, -0.0005
Si, 0.0005, 0.0014, -0.0027
Si, -0.0018, 0.0004, -0.0001
Si, 0.0001, -0.0008, 0.002
Si, 0.0009, 0.0008, -0.0002
Si, 0.0014, 0.0008, 0.0016
Si, -0.0003, -0.0035, 0.0017
Si, 0.0012, 0.0005, 0.0004
Si, -0.0038, -0.0014, -0.0034
Si, 0.0035, -0.0038, -0.0015
Si, 0.0007, 0.0006, -0.0022
Si, -0.002, 0.0024, 0.0028
Si, 0.0001, 0.0029, 0.0016
Si, -0.0051, 0.0011, 0.0021
Si, 0.0032, -0.0023, 0.0007
Si, 0.0027, 0.0046, -0.0023
Si, -0.0095, -0.0081, 0.0018
Si, 0.0044, 0.003, -0.0039
Si, -0.0113, -0.0072, -0.0003
Si, 0, 0.0062, 0.0033
Si, 0.0044, -0.0005, 0.0022
Si, 0.0006, -0.0057, 0.0057
Si, 0.0037, 0.0045, -0.0007
Si, 0.0085, -0.0062, -0.0039
Si, -0.0025, 0.0024, 0.003
Si, 0.001, -0.0024, -0.0028
Si, -0.0048, 0.0049, -0.006
Si, -0.0062, 0.0078, 0.0051
Si, 0.0033, -0.0025, 0.0035
Si, -0.0047, -0.0003, -0.001
Si, 0.0018, -0.0076, -0.0014
Si, -0.0061, -0.0056, 0.0007
Si, -0.0025, 0.0017, 0.0035
Si, 0.0098, -0.0018, -0.0057
Si, -0.0161, -0.0146, 0.0014
Si, -0.0042, 0.0029, 0.0034
Si, 0.0041, 0.0066, 0.0012
Si, 0.01, 0.0109, -0.0025
Si, -0.0031, -0.0012, 0.0006
